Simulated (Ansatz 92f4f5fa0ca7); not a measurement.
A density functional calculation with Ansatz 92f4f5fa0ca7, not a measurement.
Periodic cell of 223 atoms, Si132O90As1, from a study of silicon, its oxide and their interface. The atomic structure is a simulated model.
Doubt: the cutoff is far below the 930 eV that the study's wrapper takes by default for these files, so forces and energies are approximate.
This geometry differs little from another in the collection (a relaxation step or a small displacement).

Settings
functional: PBE
potential files: Ansatz PAW
basis: plane waves
wave-function cutoff: 580 eV
density cutoff ratio: 5
exchange-correlation grid ratio: 1
k mesh: 1 x 1 x 1, Gamma-centred
self-consistency stop: 5e-08 eV per atom in the density residual
occupations: fixed
spin: none
net charge: +1 e, with a uniform compensating background and no finite-size correction

Cell vectors (angstrom)
a	10.938	0	0
b	0	10.938	0
c	0	0	32.1988

Atoms and the computed forces on them: element, x, y, z (angstrom), force x, y, z (eV/angstrom)
Si	10.5825	0.2217	24.8598	0.0026	-0.0012	-0.0013
Si	5.7339	10.6803	24.7363	0.002	-0.0015	-0.007
Si	2.4761	2.9155	24.633	0.0013	0.0013	-0.005
Si	8.4221	2.4636	24.8184	-0.0014	-0.001	-0.0074
Si	0.2706	5.1687	24.7477	0.0044	-0.0023	-0.0059
Si	5.1512	5.7471	24.6841	-0.004	0.001	-0.0041
Si	2.9302	8.0086	24.5897	0.0029	-0.0042	-0.0013
Si	7.9381	8.4375	24.7259	0.0008	0.0002	-0.0049
Si	1.3259	1.382	26.0276	0.004	-0.0009	0.001
Si	6.844	1.3082	26.1161	-0.0041	0.0038	0.0039
Si	4.0414	4.1036	25.9825	-0.0011	-0.0006	0.0063
Si	9.6055	4.0585	26.0779	-0.0035	0.0042	0.004
Si	1.3946	6.8278	25.9939	0	0.0012	0.0076
Si	6.7657	6.8525	26.0174	0.0036	0.0013	0.0028
Si	4.0999	9.5336	25.992	-0.0013	0.003	0.0042
Si	9.4597	9.5698	26.1462	0	-0.0048	0.0027
Si	2.7251	-0.007	27.3357	0.001	-0.0021	-0.0066
Si	8.1561	-0.0208	27.5552	-0.003	-0.0017	0.0179
Si	0.0079	2.715	27.4796	0.0014	0.0022	0.0163
Si	5.4378	2.7433	27.358	0.002	-0.0012	-0.0064
Si	2.7256	5.4652	27.4218	0.0008	0.0033	0.0048
Si	8.1825	5.4714	27.3445	0.0006	-0.0043	-0.006
Si	-0.0096	8.1817	27.3666	0.0047	-0.0002	-0.0067
Si	5.4388	8.1984	27.441	-0.0054	-0.0038	0.0108
Si	4.078	1.3637	28.735	0.0008	-0.0009	0.0045
Si	9.5767	1.3535	28.8415	-0.0003	0.0003	-0.0103
Si	1.366	4.1057	28.8072	-0.0019	-0.0066	-0.0115
Si	6.8266	4.1024	28.7315	0.0006	0.0001	0.0071
Si	4.0962	6.8163	28.7984	0.0012	0.0014	-0.0096
Si	9.5521	6.8226	28.741	-0.0022	0.001	0.0042
Si	1.3643	9.566	28.7265	-0.0012	0.0016	0.0079
Si	6.7824	9.5426	28.857	0.0055	0.0028	-0.0126
Si	0.0217	-0.0253	30.1572	-0.0027	0.0002	0.0006
Si	5.4238	0.0115	30.1575	0.0011	0.0005	0.0014
Si	2.7379	2.7243	30.1468	-0.0025	0.0057	0.0009
Si	8.189	2.7485	30.1353	0.0018	-0.0032	-0.0013
Si	-0.0236	5.4676	30.1345	0.008	-0.003	0.0023
Si	5.4815	5.4546	30.1458	-0.0023	0.0019	-0.0001
Si	2.7207	8.2099	30.1206	0.0035	-0.0037	-0.0011
Si	8.2046	8.1768	30.1577	-0.0032	0.0045	0.0021
Si	1.3796	1.3531	31.5269	0.0046	-0.0037	-0.0021
Si	6.8234	1.3783	31.4927	-0.0021	0.0047	0.0014
Si	4.1143	4.0874	31.5127	0.0033	-0.0047	0
Si	9.5646	4.0966	31.5118	-0.011	0.0015	-0.0001
Si	1.3523	6.8452	31.4761	-0.0034	0.0086	0.0024
Si	6.8461	6.8139	31.5327	0.0022	-0.0084	-0.0019
Si	4.0753	9.5663	31.5183	-0.0033	0.0019	-0.0009
Si	9.5785	9.5536	31.5162	0.0073	-0.0022	0.0002
Si	2.7415	-0.0068	0.7136	0.0001	0.0028	0.0049
Si	8.1968	0.009	0.652	-0.0001	-0.0012	-0.0036
Si	-0.0016	2.7282	0.6827	0.0095	0.0026	-0.0014
Si	5.4817	2.7261	0.6933	-0.001	0.0006	0.0026
Si	2.7319	5.4909	0.6385	0.0013	-0.0057	-0.0039
Si	8.2166	5.4467	0.7045	0.0023	0.002	0.0071
Si	0.0143	8.1883	0.6827	-0.0027	-0.0011	0.0049
Si	5.4692	8.2072	0.6791	0.0002	0.0057	-0.0009
Si	4.1329	1.357	2.0695	0.0031	0.0043	-0.0031
Si	9.5611	1.3506	2.0444	-0.0189	-0.0031	-0.0001
Si	1.3821	4.128	2.0098	0.0087	-0.0026	-0.0013
Si	6.8568	4.0755	2.0701	-0.0059	-0.0069	-0.0033
Si	4.1026	6.8282	2.0373	-0.0016	-0.0052	0.0005
Si	9.5866	6.8305	2.0514	0.0066	0.0026	-0.0095
Si	1.3824	9.5402	2.0614	-0.0007	-0.0091	-0.0024
Si	6.8285	9.604	2.0345	-0.0052	0.0129	-0.0004
Si	-0.0002	-0.0287	3.3849	0.0394	0.0072	0.0141
Si	5.5009	0.0099	3.4814	-0.0019	-0.0025	-0.0088
Si	2.7755	2.7891	3.3561	-0.0058	-0.0125	0.0198
Si	8.1931	2.6845	3.4578	-0.0024	0.0078	-0.0089
Si	0.0292	5.4733	3.4177	-0.0158	0.0099	0.0067
Si	5.4755	5.4558	3.3947	0.0088	-0.0114	0.0136
Si	2.7852	8.2098	3.4467	-0.0075	0.0238	-0.0122
Si	8.2055	8.2291	3.3596	0.0079	-0.012	0.0135
Si	1.3883	1.4043	4.6337	0.0046	0.0101	-0.0045
Si	6.8566	1.3416	4.9236	0.0075	-0.0131	0.0013
Si	4.1655	4.0754	4.7998	-0.0061	-0.0053	-0.0184
Si	9.6034	4.0696	4.7539	0.0082	-0.0071	0.0034
Si	1.4442	6.8003	4.7985	0.0131	-0.0262	-0.0126
Si	6.7938	6.9202	4.7091	-0.0022	0.0161	-0.0059
Si	4.1465	9.574	4.8568	0.0067	-0.0068	0.0161
Si	9.529	9.5698	4.7776	-0.0433	0.0097	-0.0362
Si	2.7608	0.1281	6.0488	-0.0065	0.0051	-0.0336
Si	8.2121	-0.0666	6.294	-0.0059	0.0141	0.0049
Si	0.0297	2.6708	6.0717	0.0048	-0.0031	-0.0073
Si	5.4765	2.7143	6.2962	0.0052	0.0077	-0.0107
Si	2.8316	5.461	6.1758	-0.0058	0.0064	0.0011
Si	8.0798	5.4121	5.9702	0.0184	-0.0216	-0.0214
Si	0.1068	8.2768	6.0651	0.0378	-0.0088	0.0243
Si	5.5221	8.2144	6.2681	-0.0122	0.008	-0.0117
Si	3.8487	1.564	7.615	-0.0107	-0.0016	0.0226
Si	9.8399	1.142	7.4822	0.0037	0.0185	0.001
Si	1.6471	3.8002	7.3192	0.0161	-0.0296	-0.1016
Si	6.6196	4.3917	7.5229	-0.0138	0.0107	0.0049
Si	4.3855	6.6172	7.5678	-0.0058	0.0151	0.0028
As	9.4229	6.906	7.2708	-0.1057	0.0006	0.0727
Si	1.1771	9.9699	7.327	0.0271	0.0234	0.0144
Si	7.17	9.2167	7.6862	-0.0285	0.0291	-0.0199
O	8.3553	8.0887	7.9991	0.089	-0.0686	-0.0133
O	2.7267	2.728	7.9427	0.0286	-0.0178	0.0475
O	9.5182	1.3482	24.2668	-0.0015	0.0018	0.0017
O	4.0463	6.8628	24.129	-0.0008	0.0019	-0.0042
O	0.0425	0.0369	7.9896	-0.0204	-0.0167	-0.0018
O	5.5177	5.5058	8.0554	0.0059	-0.0112	0.0038
O	6.8465	9.5708	24.1991	-0.0002	0.0007	0.0016
O	1.3674	4.0619	24.1688	-0.0015	-0.0006	-0.0006
O	3.7944	7.3274	8.9518	-0.0071	-0.0026	0.004
O	0.8849	4.4124	8.6177	-0.034	0.0121	0.0496
O	9.7604	6.0562	8.8042	-0.0124	0.036	-0.0635
O	2.1606	9.3973	8.4934	0.0045	-0.0141	0.009
O	7.5164	3.9282	8.8137	0.0148	-0.0004	0.0109
O	4.2725	0.917	9.0759	-0.0004	0.0009	-0.0108
O	6.7418	9.5423	9.2301	-0.0082	0.0085	0.0349
O	9.2095	1.8663	8.8145	-0.0013	0.0022	0.0045
O	7.7018	3.1498	23.5192	-0.0004	0.0007	-0.0001
O	10.4907	5.8439	23.4441	-0.0007	0.0018	0.0016
O	5.0844	0.4378	23.405	-0.0008	0.0016	0.0006
O	5.8589	5.0885	23.3586	0.0016	-0.0013	0.0016
O	3.0998	2.2051	23.2745	0.0005	-0.0003	0.0011
O	2.2961	8.7211	23.2258	-0.0004	0.0005	0.0018
O	8.6234	7.7582	23.394	0	-0.0002	-0.0002
O	0.228	10.3206	23.5976	0.0001	-0.0011	-0.0047
Si	4.3849	1.5692	22.4642	0	0.0005	0.002
Si	3.4887	7.9296	14.0391	-0.0013	0.0005	-0.0028
Si	7.1134	0.9564	14.6772	0.0001	0.0003	-0.0015
Si	0.9425	9.3534	22.5175	-0.001	-0.0004	0.0014
Si	1.1839	4.3087	11.8966	-0.0015	0.0042	-0.0003
Si	6.2645	8.9649	15.3276	0.0005	-0.0014	-0.001
Si	0.6753	1.3736	12.3007	0	-0.0067	0.0008
Si	8.624	4.9518	20.5093	-0.0023	0.0027	-0.0015
Si	0.3287	5.7188	9.3764	0.033	0.028	0.014
Si	5.1004	3.1257	17.9506	-0.0005	-0.0005	-0.0054
Si	0.8881	3.7493	16.7567	-0.0015	-0.0018	-0.0017
Si	10.4032	2.8503	19.2345	-0.0004	0.0016	-0.0052
Si	5.2818	1.1823	10.3637	0.005	-0.0019	-0.0034
Si	0.8833	0.1795	19.8489	0.0015	-0.0023	-0.0014
Si	6.6492	9.4518	10.881	-0.0075	0.0052	-0.0082
Si	9.3353	9.6795	18.3324	0.0011	0.0003	-0.0051
Si	9.3852	9.2466	12.5869	-0.0028	0.0027	-0.0015
Si	6.5671	3.8433	22.5803	0	0.0001	0.0008
Si	2.403	8.0709	9.3919	0.0153	0.0106	-0.0081
Si	10.5861	7.37	17.0803	0	0.0004	-0.0025
Si	2.5103	6.2936	16.5847	-0.0008	-0.0003	-0.0043
Si	10.1755	4.4942	14.2035	-0.001	0.0003	0.0021
Si	6.1355	9.1861	18.5215	0	0.0009	-0.0069
Si	7.9671	2.5721	9.6067	-0.0031	-0.0166	-0.0101
Si	8.8789	2.1436	12.4739	0.0013	-0.0017	-0.0016
Si	5.3359	6.2476	18.071	-0.0004	-0.0013	-0.0042
Si	3.919	0.5566	19.467	-0.0005	0.0025	0.0005
Si	4.2786	3.8404	12.0632	0.0055	-0.0032	0
Si	5.5384	6.6	12.1494	-0.0007	0.003	-0.0023
Si	8.0122	2.5093	17.2257	0.0002	-0.002	-0.0027
Si	4.3584	2.4794	14.9771	-0.0003	0.0033	-0.0016
Si	1.5376	1.2169	15.2629	-0.0028	0.0008	-0.0011
Si	1.5593	9.4189	12.0622	0.0069	-0.0021	-0.0034
Si	8.0467	6.853	13.8777	-0.0004	-0.0022	0.0032
Si	10.3767	9.8404	15.4971	-0.0002	0.0019	-0.0036
Si	9.8065	7.0142	22.5457	-0.0013	0.0006	0.0011
Si	8.1054	5.4863	17.4085	0.0014	-0.0002	-0.0003
O	6.0432	7.9535	11.2857	-0.0016	-0.006	0.0011
O	6.014	9.2083	16.9023	-0.0004	0.0003	0.0043
O	7.677	1.3605	13.2027	-0.0041	-0.0026	0.0017
O	0.9008	1.7553	13.8651	0.0024	0.001	0.0043
O	9.4217	6.2614	16.8786	-0.0002	0.0002	0.0006
O	6.7546	6.2053	13.1459	0.0055	0	0.0007
O	5.1264	4.6637	18.6143	0.0001	0.0007	0.0027
O	9.2311	2.1641	18.2768	-0.0004	-0.0007	0.0018
O	2.3629	0.0973	19.08	0.0009	-0.0003	0.0012
O	9.4075	10.2372	16.7719	-0.0015	-0.0004	0.0031
O	2.7896	4.4319	11.7123	-0.004	0.0001	-0.0032
O	5.0624	10.3236	19.1089	0.0005	-0.0013	0.002
O	9.429	3.2409	13.508	-0.0003	0.0019	-0.0017
O	0.4566	1.7678	19.9634	0.0003	-0.0008	0.0035
O	3.1509	1.3634	15.0667	0	-0.0024	-0.0004
O	8.1651	5.3744	19.0213	-0.0006	0.0004	-0.0006
O	3.8921	6.605	17.392	0.0022	0.0005	0.0027
O	4.5782	3.2822	16.3914	0.0014	0.0013	0.0051
O	9.0609	5.6684	14.3125	-0.0013	0.0009	-0.0034
O	5.4458	2.758	22.1362	-0.0002	-0.0003	0.0013
O	10.6783	4.1564	15.695	0.0014	-0.0011	0.0039
O	0.3453	3.8719	18.29	-0.0003	0.0005	0.0039
O	10.4223	10.5173	19.2242	-0.0014	-0.0007	0.0021
O	9.6363	10.0307	14.0355	0.0016	0.0003	0.004
O	10.9091	8.1182	22.0878	0.0011	0.0009	0.0023
O	1.188	2.1652	16.5325	-0.0007	0.0006	0.0021
O	9.7324	3.7526	20.4229	0.0014	-0.0019	0.0028
O	8.1329	4.0347	16.6779	-0.0006	0.0004	-0.0004
O	-0.0492	9.1048	11.9157	-0.0033	0.0004	-0.002
O	6.5857	2.424	18.0159	-0.0007	0.0003	0.0017
O	5.5842	10.7114	11.1911	0.0014	-0.0025	-0.0003
O	7.7463	9.5935	18.8479	-0.0004	-0.0003	0.003
O	10.0264	1.0295	12.062	-0.0021	0.0025	-0.0021
O	1.1959	7.0445	9.0324	-0.0191	-0.0146	-0.0026
O	0.6196	4.7706	13.3551	0.0005	0.0022	-0.0016
O	5.705	7.624	18.9862	-0.0002	-0.0002	0.004
O	5.2362	5.0846	11.5228	-0.0001	0.003	-0.0019
O	2.7102	6.9845	15.1182	-0.0017	-0.0026	0.0032
O	0.9012	2.7518	11.4624	0.0001	0.0026	-0.0046
O	0.8559	10.6903	15.5435	-0.0002	-0.0007	-0.0001
O	2.3768	8.5797	10.9182	-0.0051	0.0033	0.009
O	4.6979	2.4326	11.272	-0.0036	0.0056	0.0023
O	4.2513	3.5095	13.6852	-0.0018	-0.002	0.0043
O	2.2056	4.6833	16.4917	0.0015	0.0017	-0.0006
O	10.7013	8.2534	15.6997	-0.0003	-0.0022	0.0009
O	6.9255	10.289	14.671	-0.0006	-0.0011	-0.0023
O	2.3451	8.9595	13.4294	0.0025	-0.0023	0.002
O	8.027	1.5233	15.9157	0.001	0.0023	0.0026
O	4.1191	6.9998	12.8521	-0.0037	0.0027	0.0015
O	4.1757	2.0116	18.7283	0	-0.0003	0.0016
O	7.2884	4.4179	21.2592	0.0037	0.0015	-0.0015
O	8.4042	2.931	11.1226	0.0028	0.0015	0.0063
O	1.1752	6.8637	17.3589	-0.0008	0.0003	0.0018
O	5.6479	1.5724	14.7543	0.0025	-0.0018	-0.0023
O	8.1304	9.7582	11.591	0.0066	-0.0004	0.0023
O	9.1982	6.2892	21.2342	-0.0016	-0.0035	-0.0014
O	8.9474	7.7159	12.8556	-0.0012	-0.0032	-0.0009
O	1.6458	0.1227	11.8736	-0.0017	0.0006	-0.0015
O	6.6397	6.1488	17.0646	-0.001	0	0.0003
O	7.3975	7.8035	15.0481	-0.0017	0.0033	0.0005
O	1.2113	10.3025	21.2315	0.0006	0.0041	-0.0039
O	10.0301	8.2022	18.359	-0.0003	0.0004	0.0026
O	3.9439	0.8469	21.0824	-0.0009	-0.0028	-0.0034
O	0.3573	5.3561	10.938	-0.0037	-0.0089	0.0082
O	6.6928	1.5756	9.6347	-0.0015	0.0021	0.0009
O	4.7805	8.7019	14.6812	0.0026	0.0012	-0.0003

Results
free energy: -139958.745 eV
free energy less fixed offsets of As -4856.12, O -568.88, Si -635.61 eV per atom: -2.905 eV

The program warned: the cutoff lies below the one the program advises for these potential files; the exchange-correlation potential is rough where the density is thin.
